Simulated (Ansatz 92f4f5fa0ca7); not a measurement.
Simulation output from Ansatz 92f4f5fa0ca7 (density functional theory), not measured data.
Periodic cell of 184 atoms, Si120O64, from a study of silicon, its oxide and their interface. The atomic structure is a simulated model.
This geometry differs little from another in the collection (a relaxation step or a small displacement).

Settings: functional r2SCAN; potential files Ansatz PAW; basis plane waves; wave-function cutoff 800 eV; density cutoff ratio 5; exchange-correlation grid ratio 1; k mesh 1 x 1 x 1, shifted by 0.5 0.5 0 of a step; self-consistency stop 1e-10 eV per atom in the density residual; occupations fixed; spin none; net charge 0.

Cell vectors (angstrom)
a  10.888  0  0
b  0  10.888  0
c  0  0  26.5662

Atoms and the computed forces on them: element, x, y, z (angstrom), force x, y, z (eV/angstrom)
Si  0.279  -0.0604  0.0247  -0.0243  0.0045  0.1639
Si  2.3941  3.2125  -0.0837  0.0289  0.0429  0.1829
Si  0.036  5.3283  -0.0793  0.0547  -0.0138  0.181
Si  2.4907  8.5168  0.2804  -0.0542  -0.0428  0.1641
Si  5.5412  -0.3198  0.1413  0.0255  0.0186  0.1443
Si  7.872  3.0234  0.0687  -0.0475  0.0001  0.1679
Si  5.7965  5.4366  -0.1199  -0.0331  -0.0598  0.1876
Si  7.8881  8.5095  0.269  0.014  0.0647  0.1479
Si  1.4039  1.5333  1.3113  0.0034  0.0136  0.0041
Si  4.0642  4.312  1.1628  -0.0336  -0.0171  -0.033
Si  1.2549  6.8357  1.2991  0.0309  0.0048  -0.0165
Si  4.0448  9.5839  1.6396  -0.0134  -0.0287  0.0489
Si  6.6608  1.4302  1.2841  0.0111  0.0164  -0.0107
Si  9.4647  4.1573  1.3598  -0.0016  -0.0304  0.0057
Si  6.7663  6.8822  1.4794  0.0278  0.0061  0.0194
Si  9.5054  9.7521  1.3561  -0.0254  -0.0101  0.0039
Si  -0.0449  2.7801  2.6964  0.0163  0.0061  0.0441
Si  2.696  0.1814  2.7962  0.0102  -0.0193  0.0495
Si  -0.0568  8.2646  2.6725  0.0147  0.0197  0.0321
Si  2.6873  5.5347  2.6539  -0.0228  0.0009  0.0546
Si  5.3333  2.8424  2.6138  0.0092  0.0039  0.0489
Si  8.0867  0.1418  2.7064  0.0036  -0.0333  0.0359
Si  5.3858  8.1559  2.8794  -0.0095  0.0165  0.0542
Si  8.1635  5.5142  2.7703  -0.0041  0.0214  0.0491
Si  1.355  4.136  4.0303  0.0032  -0.0144  -0.0208
Si  4.0859  1.4937  4.1122  -0.0269  -0.0073  0.007
Si  1.3279  9.5968  4.0579  0.0281  0.0184  -0.0198
Si  3.9974  6.8015  4.1498  0.0215  0.0035  0.0066
Si  6.764  4.1072  4.0427  0  0.0386  -0.0213
Si  9.4861  1.4247  4.0825  0.0087  -0.0028  -0.0033
Si  6.8078  9.5831  4.0923  -0.0327  -0.0105  -0.0118
Si  9.5336  6.8858  4.0949  0.0072  -0.0289  -0.0045
Si  -0.0457  0.0254  5.4298  -0.0037  0.0109  -0.0022
Si  2.6909  2.7943  5.4486  -0.015  -0.0129  0.0172
Si  0.0106  5.4847  5.4283  0.0036  0.0079  0.0032
Si  2.6724  8.219  5.4578  0.0156  0.0134  0.0248
Si  5.4434  0.0585  5.4418  -0.0048  -0.005  0.0177
Si  8.1328  2.7609  5.4446  0.0244  -0.0046  0.0162
Si  5.4036  5.4315  5.4434  -0.018  0.0268  0.01
Si  8.158  8.2109  5.4523  -0.0175  -0.0036  0.0152
Si  1.3486  1.3784  6.7694  0.0188  0.0122  0.0186
Si  4.0777  4.0792  6.835  -0.0035  -0.0098  0.0015
Si  1.3541  6.8225  6.8285  -0.0052  0.0075  0.0082
Si  4.0921  9.5446  6.7962  -0.0094  0.0032  0.0164
Si  6.8237  1.365  6.8322  -0.0035  -0.0075  0.0061
Si  9.5419  4.0912  6.7901  -0.0006  0.02  0.0173
Si  6.7893  6.8062  6.7665  0.0027  -0.0189  0.0217
Si  9.5272  9.5353  6.8185  0.0205  0.0043  0.0076
Si  0.016  2.7056  8.1746  -0.0028  -0.0134  -0.0246
Si  2.7135  0.0149  8.1278  -0.026  -0.0051  -0.0103
Si  -0.0355  8.1455  8.1865  0.0097  0.0168  -0.0219
Si  2.738  5.4504  8.1784  0.019  0.0049  -0.012
Si  5.4393  2.6986  8.1854  -0.0238  0.0163  -0.0091
Si  8.1928  -0.0112  8.1968  -0.0128  -0.017  -0.0139
Si  5.4653  8.1554  8.1609  -0.0043  0.0015  -0.0035
Si  8.1414  5.4259  8.1205  -0.0041  0.0097  -0.0035
Si  1.4058  4.0568  9.5314  -0.0115  0  -0.0236
Si  4.096  1.3055  9.5295  0.029  -0.0182  -0.0195
Si  1.3608  9.5305  9.4769  0.0033  -0.0104  -0.012
Si  4.1472  6.7555  9.5364  -0.0334  0.0231  -0.0042
Si  6.8275  4.0527  9.5198  0.0132  -0.0323  -0.0065
Si  9.573  1.3205  9.567  0.0363  -0.0044  -0.031
Si  6.8632  9.4678  9.5459  0.0075  0.0129  -0.0061
Si  9.4671  6.7498  9.5153  0.0143  0.0004  -0.0112
Si  0.0348  -0.0795  10.9408  0.0052  0.0141  0.0032
Si  2.7933  2.6919  10.9007  -0.008  0.0035  0.004
Si  -0.0542  5.3692  10.8263  0.0386  0.0089  0.0194
Si  2.7448  8.1592  10.7693  0.0109  0.0018  0.0219
Si  5.4894  -0.0702  10.8689  -0.0198  0.0003  -0.0018
Si  8.1804  2.6807  10.8813  0.0184  -0.0209  0.0235
Si  5.5205  5.3861  10.9448  -0.0141  0.0149  0.0196
Si  8.164  8.0657  10.972  -0.0107  -0.0068  0.0018
Si  1.428  1.3306  12.2331  -0.0061  -0.0536  0.0038
Si  4.2306  3.9704  12.3073  -0.0423  0.0215  -0.0714
Si  1.3289  6.8025  12.0245  0.0235  -0.0491  -0.0239
Si  4.1605  9.3862  12.1727  -0.0319  0.0445  -0.0405
Si  6.859  1.2785  12.2381  0.0033  -0.0363  -0.0445
Si  9.5305  4.0071  12.2715  -0.0119  -0.0033  -0.0255
Si  6.8171  6.7079  12.429  0.0068  -0.0081  -0.057
Si  9.5991  9.352  12.3177  -0.0364  0.029  -0.0269
Si  -0.0618  2.5559  13.6103  0.0126  -0.0202  -0.0494
Si  2.9393  -0.0236  13.4568  -0.0035  -0.0032  -0.0141
Si  0.1791  7.9997  13.6727  0.034  0.0538  -0.0026
Si  2.6327  5.3944  13.258  0.0008  -0.0714  -0.0521
Si  5.6653  2.6245  13.7598  0.029  0.0101  0.0106
Si  8.105  -0.2098  13.5797  0.0088  -0.0162  -0.0233
Si  5.2946  8.0041  13.7385  -0.0214  0.0103  0.0396
Si  8.2884  5.3687  13.7786  -0.0165  0.017  0.0461
Si  1.235  4.1801  14.6138  -0.0469  -0.0425  -0.0893
Si  4.4805  0.9717  14.9235  0.0343  0.0238  -0.1575
Si  1.4221  9.7217  14.7608  -0.0305  -0.0317  -0.088
Si  3.7126  6.5766  14.9115  0.1073  0.064  -0.118
Si  7.2844  3.7401  15.1768  -0.048  0.0574  -0.2041
Si  9.7779  0.7833  14.844  -0.0772  0.0935  -0.1573
Si  6.5607  9.5569  14.9629  -0.0071  -0.0295  -0.1294
Si  10.0265  6.3928  15.0527  -0.0007  0.0153  -0.1759
Si  1.0538  11.1887  23.7521  0.0007  -0.0069  0.0997
Si  -11.0227  33.7437  17.4961  -0.0443  -0.0912  -0.0455
Si  8.3296  24.124  23.7072  -0.0194  -0.0368  0.0803
Si  -3.4585  35.1391  20.1608  0.0087  -0.0025  -0.0264
Si  17.2021  6.1678  23.4966  -0.0044  0.0125  0.0904
Si  9.1457  6.8883  24.3972  -0.0077  0.0161  0.1328
Si  5.4044  19.7919  22.1414  -0.015  0.0012  0.0149
Si  9.2111  17.2485  18.0168  -0.0269  0.0075  -0.1027
Si  -36.7728  29.8169  17.5722  -0.0002  0.024  -0.0987
Si  -8.4088  7.0375  17.7616  0.0071  0.0164  -0.0502
Si  3.1246  37.0267  18.7483  0.008  0.0334  -0.0748
Si  -0.6837  -23.6457  22.2602  -0.0077  -0.0058  0.0486
Si  -7.1856  -12.0858  24.5646  0.0313  0.0025  0.0829
Si  -1.1018  -6.8953  21.6122  -0.0159  -0.0002  0.0358
Si  -16.1231  3.3481  22.3911  0.0184  -0.0047  0.0208
Si  -0.1221  -4.3061  20.7012  -0.031  -0.0075  -0.019
Si  18.728  10.8596  21.9036  0.0115  0.0162  0.0299
Si  -9.1578  -12.0584  17.9177  -0.0067  -0.0154  -0.0449
Si  -13.0929  35.8491  17.6603  -0.007  0.0351  -0.0836
Si  -6.5355  19.7443  19.1303  -0.048  -0.0469  -0.0629
Si  5.3806  16.1645  16.9292  0.0399  -0.0466  -0.1037
Si  1.7565  4.5062  21.3521  0.0298  0.0104  0.0109
Si  24.2585  35.0667  16.6929  0.026  -0.0003  -0.1169
Si  24.5539  13.6719  23.4417  -0.0223  -0.0135  0.1536
O  7.9988  -3.5024  -8.1405  -0.0157  0.0016  0.0448
O  -8.6532  4.2095  -3.6973  -0.0064  0.0129  -0.0145
O  8.6589  -7.4708  -5.9371  0.0219  0.0418  0.0011
O  -18.0177  18.3027  -7.8774  0.0035  -0.0005  0.0379
O  1.0981  12.4941  -9.9668  -0.0026  0.0191  -0.0158
O  0.402  25.3969  -5.4668  -0.008  -0.031  -0.0149
O  -10.9597  8.1415  -5.5032  0.0236  0.0103  -0.0041
O  -2.0402  15.6706  -8.6666  -0.0138  -0.0259  0.0358
O  19.3611  7.7976  -1.042  0.02  -0.0589  -0.0991
O  4.248  -19.1603  -3.8119  0.0323  -0.0123  -0.0274
O  -10.5784  21.1047  -3.8671  -0.0084  -0.0111  -0.042
O  6.8314  15.0844  -0.4182  0.014  0.0133  -0.0668
O  6.0566  3.0041  -5.7167  -0.0375  0.0088  -0.0192
O  7.4444  24.374  -8.0175  -0.0249  -0.0111  0.0246
O  0.0736  11.3892  -1.5151  0.0046  0.0311  -0.1307
O  -8.1927  2.9166  18.1936  -0.0004  0.0073  0.0556
O  -11.7547  2.3644  18.1773  0.0116  0.0226  0.032
O  -2.4373  0.8337  23.1395  0.0101  -0.0125  -0.005
O  9.6532  6.9115  16.5537  -0.0023  0.0106  0.0943
O  -7.536  -2.5183  25.4542  0.0075  -0.0209  -0.0654
O  3.006  13.6339  25.0433  0.0248  -0.0149  -0.1261
O  1.1735  15.1175  26.0601  -0.0135  0.0025  -0.0785
O  -1.2693  11.4317  16.4684  0.045  -0.008  0.0968
O  -0.9902  7.9506  23.4406  0.0252  0.0557  -0.0477
O  -12.0216  27.4066  21.5859  -0.0275  0.0053  0.0235
O  36.8836  -1.6957  23.159  0.0156  -0.0111  -0.0686
O  12.8006  20.7208  16.3129  0.046  0.0103  0.0946
O  -15.851  6.7696  17.081  0.0316  0.0097  0.0177
O  -29.4851  9.9287  18.6826  0.0118  0.0298  0.033
O  -6.1705  21.6178  25.3024  -0.0322  0.0153  -0.0786
O  12.2316  8.1429  18.1295  -0.0424  -0.0177  0.0278
O  5.7935  -1.8574  18.3947  -0.0005  0.0125  0.0112
O  6.083  -3.3729  22.624  0.0094  0.0017  -0.0285
O  -1.4365  14.2245  23.06  0.0268  0.0251  -0.0235
O  13.0108  16.3981  18.1497  -0.0226  -0.0127  0.0333
O  -0.6609  38.5676  25.1155  -0.0166  0.0179  -0.1192
O  8.469  2.9248  16.0303  0.0531  -0.0443  0.0601
O  0.1305  10.6694  14.5717  0.0036  -0.0011  0.0034
O  -5.3548  10.731  15.4719  -0.022  0.0005  0.0706
O  24.7661  -6.6846  20.3472  0.0021  -0.0005  0.0469
O  12.2538  16.9334  21.0563  0.0145  0.0082  -0.0048
O  13.727  7.1909  16.1712  -0.0517  0.0106  0.0363
O  5.6658  4.9525  22.6348  0.005  -0.005  -0.0394
O  17.6309  20.4297  26.3022  0.0205  -0.0197  -0.0642
O  7.2794  -2.0185  16.2686  0.0315  -0.0213  0.0715
O  1.2543  9.5258  26.4943  -0.0138  -0.0015  -0.0579
O  17.3172  10.1492  22.2152  0.0034  0.0273  0.0125
O  -11.439  17.3306  19.1567  0.0596  -0.0119  0.0315
O  -8.5147  21.3908  24.2993  -0.0067  0.0242  -0.0421
O  -6.3892  5.3167  15.5852  0.0037  -0.0672  0.0292
O  -8.5628  3.6465  15.6974  0.0415  -0.031  0.0455
O  11.1077  5.2075  15.3782  -0.0274  0.0105  0.0799
O  3.7468  12.4003  16.274  -0.0346  0.0042  0.0827
O  6.5374  15.1479  16.5303  -0.0471  0.0297  0.1441
O  -2.3494  24.1398  25.3014  0.0334  -0.0227  -0.0846
O  18.8206  -4.8462  23.7124  -0.0372  -0.0237  -0.0547
O  -3.2063  0.9409  20.616  0.0019  -0.0186  -0.0127
O  4.695  8.8443  20.6955  0.0107  0.0073  0.0412
O  -6.2666  4.7245  18.2399  0.006  -0.0043  0.0598
O  1.6184  23.4567  23.0861  -0.0105  0.0096  -0.0798
O  16.4816  17.0426  24.9755  0.0199  0.0418  -0.1253
O  -4.0709  -8.1027  23.3601  -0.031  0.0078  -0.0159
O  19.762  -1.2213  21.6334  -0.0044  -0.0005  -0.0134
O  0.5538  32.542  18.3898  0.0049  -0.0019  0.0298

Results
free energy: -113255.040 eV
free energy less fixed offsets of O -570.45, Si -639.56 eV per atom: 0.960 eV

The program warned: the cutoff lies below the one the program advises for these potential files; the forces do not sum to zero within the program's tolerance; empty levels may hold ghost states of the PAW files; the exchange-correlation potential is rough where the density is thin.
